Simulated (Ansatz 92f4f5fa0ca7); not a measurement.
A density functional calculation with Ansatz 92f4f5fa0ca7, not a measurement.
Periodic cell of 224 atoms, Si134O86N4, from a study of silicon, its oxide and their interface. The atomic structure is a simulated model.
This geometry differs little from another in the collection (a relaxation step or a small displacement).

Settings
functional: r2SCAN
potential files: Ansatz PAW
basis: plane waves
wave-function cutoff: 800 eV
density cutoff ratio: 5
exchange-correlation grid ratio: 1
k mesh: 1 x 1 x 1, shifted by 0.5 0.5 0 of a step
self-consistency stop: 1e-10 eV per atom in the density residual
occupations: fixed
spin: none
net charge: 0

Cell vectors (angstrom)
a  10.88  0  0
b  0  10.88  0
c  0  0  31.912

Atoms and the computed forces on them: element, x, y, z (angstrom), force x, y, z (eV/angstrom)
Si  -0.3176  0.8567  -0.1482  -0.0002  0.0015  0.0036
Si  3.0706  2.4184  0.0156  -0.0016  -0.0002  0.0064
Si  -0.3215  5.8542  -0.0757  0  0.0016  -0.0019
Si  2.4406  8.1035  -0.3276  -0.0011  -0.0005  0.0024
Si  5.3783  0.254  -0.0981  -0.0031  -0.0095  0.0069
Si  8.2854  2.8734  0.3278  0.0071  -0.0133  -0.0054
Si  5.9098  4.804  -0.1158  -0.004  0.0064  0.0012
Si  8.3936  7.979  -0.1755  0.0032  0.0001  0.0047
Si  1.3535  1.5104  1.3741  0.0015  -0.0031  0.0034
Si  4.1683  4.0475  1.2666  0.0001  -0.0021  -0.0002
Si  1.3293  6.828  1.2462  0  0.0014  0.0004
Si  3.9931  9.5022  0.9686  0.0025  -0.0018  0.0021
Si  6.8622  1.344  1.3752  0.0015  -0.0002  0.001
Si  9.5033  4.3897  1.5335  0.0001  0.0006  -0.0002
Si  6.9143  6.6558  1.1401  0.0001  -0.0002  -0.0005
Si  9.4688  9.7802  0.9824  0.0002  -0.0001  -0.0008
Si  0.0566  2.9196  2.7051  -0.0009  -0.0025  -0.001
Si  2.6889  -0.0496  2.5289  0.0006  0.0023  -0.0009
Si  -0.0634  8.3162  2.4563  0.0006  -0.0004  -0.0011
Si  2.7455  5.4549  2.548  0.0002  0.0012  0
Si  5.4439  2.6885  2.6953  -0.0008  -0.001  0.0016
Si  8.1957  -0.021  2.6407  0.0003  -0.0002  0.0004
Si  5.4203  8.1243  2.3505  -0.0037  0.0016  -0.0007
Si  8.0433  5.5255  2.843  0.0026  0.0016  0.0023
Si  1.426  4.1875  4.0366  -0.0003  0.0006  0.0002
Si  4.0353  1.306  3.9418  -0.001  -0.0021  -0.0001
Si  1.3233  9.5348  3.919  -0.0007  -0.0011  0.0003
Si  4.1038  6.8366  3.86  0.0027  -0.0008  0.0003
Si  6.7446  4.0587  4.0876  -0.0011  -0.002  0.0015
Si  9.5405  1.4302  3.9361  -0.0012  0.0008  -0.0002
Si  6.7514  9.4707  3.8583  0.0011  -0.001  -0.0002
Si  9.4991  6.9557  3.9552  -0.0003  -0.0007  0.0002
Si  -0.0093  0.0479  5.2892  0  -0.0004  0.0001
Si  2.7266  2.7211  5.3141  0.0001  -0.0008  -0.0005
Si  -0.0097  5.5425  5.3068  0.0006  0.0003  0.0004
Si  2.7016  8.1598  5.2498  -0.0003  -0.0002  0.0004
Si  5.4264  -0.0379  5.2705  -0.0006  -0.0002  -0.0002
Si  8.1692  2.7065  5.3571  0.0009  -0.0013  0
Si  5.3808  5.4788  5.3253  -0.0016  0  0.0004
Si  8.103  8.215  5.3201  -0.0002  0  -0.0004
Si  1.3355  1.3967  6.6609  0.0002  -0.0004  -0.0004
Si  4.053  4.0922  6.6705  -0.0001  -0.0005  -0.0001
Si  1.3511  6.8505  6.6787  -0.0004  -0.0004  0.0002
Si  4.0552  9.5036  6.6349  0.0002  -0.0008  -0.0003
Si  6.7829  1.3284  6.6618  0.0002  -0.0003  0.0006
Si  9.5305  4.1138  6.6613  0  -0.0008  0.0006
Si  6.7819  6.8052  6.6675  -0.0001  -0.0003  -0.0002
Si  9.4701  9.5858  6.644  -0.0002  -0.0007  -0.0002
Si  -0.0079  2.7491  8.0469  -0.0005  -0.0003  0
Si  2.6895  0.0098  7.9714  -0.0001  -0.0001  -0.0003
Si  -0.0664  8.2039  7.9895  0.0002  0.0006  0.0002
Si  2.6828  5.436  8.018  0  -0.0005  0.0002
Si  5.4434  2.7395  7.9901  -0.0007  -0.0003  0.0002
Si  8.1225  -0.0044  8.0614  -0.0002  -0.0004  0
Si  5.4078  8.1441  8.0149  -0.0003  -0.0007  0.0001
Si  8.1383  5.4311  8.0168  -0.0001  0.0002  0.0003
Si  1.3375  4.1234  9.4216  -0.0001  -0.0001  -0.0001
Si  4.0582  1.3827  9.2947  0.0003  0.0002  -0.0003
Si  1.3007  9.553  9.3246  -0.0002  -0.0005  -0.0001
Si  4.0822  6.7465  9.3655  -0.0005  -0.0004  0
Si  6.7951  4.0676  9.3956  0.0004  -0.001  0.0002
Si  9.4912  1.3746  9.3876  -0.0003  0  0.0001
Si  6.7565  9.4787  9.4035  0  -0.0009  -0.0002
Si  9.4726  6.8119  9.3596  0.0001  -0.0007  -0.0001
Si  -0.0399  0.0012  10.7421  0.0003  -0.0011  -0.0007
Si  2.7643  2.7436  10.695  0.0001  -0.0004  -0.0006
Si  -0.0509  5.5027  10.7606  -0.0003  -0.0006  0.0007
Si  2.6532  8.123  10.5882  0.0002  -0.0001  0.0005
Si  5.3645  0.0148  10.6601  -0.0001  0.0008  -0.0008
Si  8.1435  2.7118  10.7676  0.0004  0.0004  0.0015
Si  5.4503  5.4194  10.7909  -0.0012  0.0004  -0.0002
Si  8.0764  8.0635  10.7819  -0.001  0.0007  -0.0002
Si  1.3806  1.4167  12.003  0.0001  0.0021  0.0003
Si  4.143  4.0199  12.1433  0.0004  -0.0003  -0.0009
Si  1.3601  6.8771  12.0774  0.0001  0.0008  -0.0004
Si  3.9476  9.4979  11.8965  -0.0007  -0.0018  -0.0006
Si  6.7417  1.2962  12.0494  0.0008  0.0021  -0.0013
Si  9.4726  4.1355  12.113  -0.0007  -0.0006  0.0002
Si  6.7344  6.7322  12.2842  0.0015  -0.001  0.0001
Si  9.4806  9.4137  12.0507  -0.0002  -0.0004  -0.0014
Si  0.0562  2.7927  13.3562  -0.0009  0.0004  -0.0001
Si  2.611  -0.0793  13.2956  0.0007  0.0003  -0.0007
Si  -0.0142  8.1895  13.5157  -0.0004  -0.0013  0.0007
Si  2.6946  5.4081  13.3599  -0.0017  -0.0008  0.0005
Si  5.5035  2.6354  13.548  -0.0007  -0.0008  0.001
Si  8.0629  -0.1598  13.35  -0.0016  -0.0014  0.0008
Si  5.1973  8.2237  13.3744  -0.0024  -0.0013  0.0008
Si  8.1395  5.3157  13.712  -0.0005  -0.0005  0.0006
Si  1.188  4.35  14.7715  -0.0018  -0.0004  -0.003
Si  4.2386  0.9574  14.5714  -0.0019  0.0041  0.0023
Si  0.8598  10.0393  14.7668  0.0013  -0.0057  0.0054
Si  3.7307  6.934  14.756  0.0005  0.0003  -0.0001
Si  7.2785  3.4143  15.0037  0.0013  -0.0001  -0.0046
Si  9.511  1.3061  14.3875  -0.0022  0.0033  0.0004
Si  6.4579  9.6606  14.7711  0.006  0.0001  0.0022
Si  9.8172  6.5486  14.8461  0.0012  -0.0027  -0.0027
Si  1.4917  -1.6131  19.5468  -0.0002  0.0027  -0.0013
Si  2.1768  1.4853  19.3455  0.0012  0.0002  -0.0006
Si  -4.9791  5.4147  21.5326  0.0002  0.0004  -0.0015
Si  1.3359  9.8499  22.4294  0.0028  -0.0004  -0.0031
Si  9.3505  -2.0464  22.5459  -0.0009  0  -0.0026
Si  5.8274  3.4157  17.824  -0.0016  -0.0003  -0.0021
Si  5.2265  8.0991  16.7792  -0.0004  -0.0023  -0.0027
Si  6.0581  6.2901  18.6345  -0.0001  0.001  -0.0021
Si  8.0157  18.7303  17.0818  -0.0012  0.0007  -0.0015
Si  7.9107  10.8063  23.9029  0.0016  0.0027  -0.0003
Si  7.1368  3.1593  20.5108  -0.0021  0.0014  -0.0013
Si  -1.7678  -6.272  25.0669  -0.0003  0.001  0.0019
Si  -6.6973  2.4589  21.3783  -0.001  0.0022  -0.0031
Si  8.5481  -5.8081  28.0465  0.0011  0.0017  0.0033
Si  12.2449  2.0395  21.9966  0.0007  0.001  -0.0031
Si  5.45  3.5107  26.3686  -0.001  -0.0005  0.003
Si  12.497  0.0933  27.2095  -0.001  0.0001  0.0018
Si  13.8136  13.4866  16.7377  0.0002  0.0008  -0.0023
Si  4.7555  -3.3114  23.2675  0.0002  -0.0016  0
Si  2.4684  -2.2353  16.809  -0.0026  0.0001  -0.0036
Si  1.9579  7.5756  24.3202  -0.0032  0.0004  0.0014
Si  6.6124  6.2816  25.2468  0.0012  -0.0025  0.0031
Si  8.7261  5.5064  21.0249  -0.0023  0.0008  -0.0011
Si  10.6597  -4.861  23.126  -0.0008  -0.0013  -0.0004
Si  9.2337  2.3858  22.8766  0.0018  0.0006  -0.0022
Si  12.3101  1.7399  29.6082  -0.0011  -0.0008  0.0004
Si  4.2174  0.9142  25.7815  -0.0019  0.001  0.0027
Si  5.0933  10.6803  22.9586  -0.0015  0.0034  -0.0004
Si  -1.5883  -2.5635  19.7572  0.0008  0  -0.003
Si  -0.6342  3.4756  30.1113  0  -0.0013  0.0021
Si  4.005  -3.4582  29.1618  -0.0002  -0.0009  0.0012
Si  6.9726  -9.9256  26.7541  0.0011  0.0005  0.0029
Si  7.9083  7.9721  27.43  0.0027  -0.0006  0.0017
Si  1.6124  -3.0283  27.3771  0.0002  0.0019  0.0042
Si  5.5055  4.9116  28.785  0.0001  0.0007  -0.0007
Si  10.7543  8.2589  29.7926  0.0004  -0.0002  0.0018
Si  6.2565  9.2328  29.7332  -0.0026  0.0008  -0.0033
Si  9.4901  -0.5878  27.749  0.0011  -0.0016  0.0015
O  5.2121  -4.3953  -3.2231  0.0003  0.0009  0.0004
O  0.6808  0.5932  30.4847  -0.0002  -0.0009  -0.0022
O  2.3887  2.7097  30.4698  -0.0021  0.0014  -0.0023
O  -1.8447  -1.8758  26.8303  0.0016  -0.0009  0.0006
O  3.297  7.0941  30.592  0.0005  -0.0016  -0.0024
O  -1.7122  4.3413  29.3177  -0.0009  0.0017  -0.0001
O  4.2472  1.3707  -0.4399  0.0066  0.0124  -0.013
O  7.0728  -1.8814  28.3711  0.0002  -0.0004  -0.0035
O  7.1668  3.7977  -0.4408  -0.0014  0.0088  0.0055
N  9.5642  2.2479  31.1925  -0.0001  0.0021  0.0003
O  9.1555  4.4155  26.6811  0.0004  -0.0009  0.0004
O  5.377  11.356  26.9047  0.0016  -0.0003  0.0004
O  11.1641  2.7195  29.0232  -0.0011  0.0008  -0.0002
N  9.8015  7.2395  30.9153  -0.0004  -0.0012  0.0006
O  7.4588  5.5557  22.1045  0.002  0.0001  0.0009
O  0.0566  5.4226  15.3322  0.001  0.0012  0.003
O  5.4686  0.0421  15.182  -0.0021  -0.0017  -0.0054
O  3.1428  1.389  15.7089  0  -0.0022  -0.0012
O  -0.2996  11.1597  15.1327  0.0007  0.0001  -0.0054
O  1.4016  9.7183  16.2792  -0.0001  0.0003  -0.0006
O  4.8802  6.7226  15.9258  -0.0004  -0.0002  0.0004
N  5.576  14.5458  21.3068  0  -0.001  -0.0006
O  6.7941  3.6076  16.5455  0.001  0.0015  -0.0003
O  9.0957  -9.9915  23.4279  -0.0013  -0.0015  -0.0002
O  8.4905  2.3092  15.2201  -0.0016  -0.0048  0.0036
O  7.3769  6.4763  17.7015  -0.0008  -0.0008  0.0007
N  6.754  8.7253  16.2548  -0.0023  -0.0007  0.0001
O  12.8568  9.112  21.1078  -0.0002  0.0014  0.0029
O  -5.4959  4.8776  18.3248  -0.0014  0.0003  0.0004
O  9.2497  7.4095  16.1352  -0.0007  0.0001  -0.0007
O  -6.2608  1.0013  21.9757  0.0014  -0.0023  0.0014
O  2.7828  -7.9829  22.1782  -0.0007  0.0008  0.0003
O  -7.336  -3.5301  24.3101  0.0016  -0.0002  0.0014
O  2.1671  3.8286  15.9908  0.0013  -0.0004  0.0007
O  1.0634  1.9897  20.4034  -0.0004  0.0007  0.0014
O  1.941  13.0568  17.9217  -0.0007  0.0006  0.001
O  5.1942  -3.2626  18.3143  -0.0007  0.0012  0.0003
O  2.4337  7.4359  15.6943  0  0.0013  -0.0018
O  -2.7253  2.4484  21.6098  0.0014  -0.0012  0.0013
O  6.178  6.3208  20.2137  -0.0006  0  0.0036
O  12.6113  11.416  22.5224  0.0003  0.0006  0.0009
O  8.7727  3.3283  24.1284  -0.0009  -0.001  -0.001
O  1.7451  -1.7832  23.7972  -0.0004  0.0003  0.0009
O  15.3095  13.6969  17.3029  -0.0004  -0.0011  -0.0007
O  14.5123  12.8839  19.8959  0  0.0001  0.0004
O  9.7663  7.3458  22.9583  -0.0013  0.0005  0.0003
O  4.7356  17.1528  22.2617  -0.0021  0.0013  0.0003
O  12.1914  6.5406  23.2322  0  0.0004  -0.0005
O  8.5271  8.6858  18.3804  0.0007  0.0003  0.0006
O  -3.4338  0.2973  25.3722  -0.0006  -0.0005  -0.0018
O  -2.734  -6.5195  20.0149  0.0013  -0.0001  0
O  -2.8272  5.7737  24.7928  -0.0021  0.0009  0.0007
O  4.0103  9.1694  16.6701  0.0008  0.002  0.0013
O  10.6251  -1.101  22.3233  -0.0011  0.0012  0.0012
O  13.0612  0.9665  28.4428  0.0017  -0.0001  0.0005
O  2.1432  -2.5569  18.3754  -0.0003  -0.0025  -0.0002
O  4.7458  -1.7902  22.6361  0  0.0006  -0.0007
O  10.0759  -5.7665  21.8869  0.0011  -0.0004  0.0004
O  6.5833  2.5869  19.055  0.0013  -0.002  0.0029
O  12.8283  -0.1066  19.15  -0.0005  0.0004  0.0001
O  11.3009  -3.3756  28.4342  0.0007  -0.0001  0.0005
O  8.4759  -1.5722  23.8019  -0.001  0.0003  0.0003
O  10.838  0.1605  27.1419  -0.0017  -0.0003  0.0015
O  -0.0304  -8.3004  22.6312  -0.0015  0.0012  0.0005
O  6.6817  -0.0042  22.8847  0.0023  -0.0002  -0.0013
O  12.2511  -3.4894  25.8337  -0.0002  -0.0006  -0.0017
O  -1.6755  6.7181  20.0575  -0.0006  0.0001  -0.0002
O  8.5972  -1.9508  21.1013  -0.0006  0.0016  0.0019
O  2.6316  0.6162  26.0476  0.0032  0.0003  -0.001
O  2.9652  -3.6671  27.9567  -0.0001  0.0017  -0.0004
O  -5.1301  -5.9651  25.5654  0.0007  0.002  0.0002
O  4.7051  3.9304  27.77  0.0003  -0.0006  -0.0002
O  4.5275  0.0849  24.4365  0.0004  -0.0019  -0.0001
O  1.2204  8.7248  30.6316  -0.0002  0.0004  -0.0005
O  10.5047  5.2037  24.5112  -0.0007  0.0009  0.0003
O  17.6789  2.5817  26.6315  0.0011  0.0006  0.0002
O  4.705  -2.0191  29.423  -0.0008  0.0005  0.0008
O  6.0837  7.2872  24.1151  0.0004  0.0022  -0.0026
O  17.8743  4.743  28.2278  0.0002  -0.0009  0.0002
O  11.1159  4.6458  30.8622  -0.0001  -0.0015  0.0004
O  10.7936  8.8915  19.5613  -0.0005  -0.0003  0.0003
O  4.4324  -8.3534  25.5586  -0.0003  -0.0013  0.0015
O  1.9197  -1.4567  27.4085  -0.0018  -0.0017  -0.0008
O  5.1774  -6.2396  30.3347  -0.0021  -0.0052  -0.0058
O  8.6857  -4.1806  28.0963  0.0014  0.0017  0.0006
O  -2.6637  0.4999  27.7694  0.0007  0.0004  0.0002
O  6.158  -0.1738  30.4135  0.0031  0.0022  -0.001
O  9.8817  -1.3173  29.2166  0.0002  0.0001  0.0008
O  7.0978  -2.5651  30.7712  0.0013  -0.0038  0.0009
O  6.8063  7.3041  26.4777  -0.0018  -0.0019  -0.0016

Results
free energy: -136299.123 eV
free energy less fixed offsets of N -386.36, O -570.45, Si -639.56 eV per atom: 6.057 eV

The program warned: the cutoff lies below the one the program advises for these potential files; the forces do not sum to zero within the program's tolerance; empty levels may hold ghost states of the PAW files; the exchange-correlation potential is rough where the density is thin.
